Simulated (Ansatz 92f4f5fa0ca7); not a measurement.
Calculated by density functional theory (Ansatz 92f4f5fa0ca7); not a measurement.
Periodic cell of 215 atoms, Si132O82B1, from a study of silicon, its oxide and their interface. The atomic structure is a simulated model.
Doubt: the cutoff is far below the 930 eV that the study's wrapper takes by default for these files, so forces and energies are approximate.
This geometry differs little from another in the collection (a relaxation step or a small displacement).

Settings
functional: PBE
potential files: Ansatz PAW
basis: plane waves
wave-function cutoff: 580 eV
density cutoff ratio: 5
exchange-correlation grid ratio: 1
k mesh: 1 x 1 x 1, Gamma-centred
self-consistency stop: 5e-08 eV per atom in the density residual
occupations: fixed
spin: none
net charge: -1 e, with a uniform compensating background and no finite-size correction

Cell vectors (angstrom)
a	10.938	0	0
b	0	10.938	0
c	0	0	31.5432

Atoms: element, x, y, z (angstrom)
Si	10.4353	0.566	24.3101
Si	6.0521	10.4918	24.1093
Si	2.126	3.2362	24.0598
Si	8.707	2.255	24.2419
Si	0.4944	5.0449	24.1159
Si	5.0712	5.8791	24.1745
Si	3.3979	7.625	24.1315
Si	7.8431	8.809	23.969
Si	1.3375	1.4757	25.4401
Si	6.9249	1.2986	25.4548
Si	4.023	4.0966	25.3059
Si	9.6667	4.0855	25.3873
Si	1.4935	6.8015	25.3403
Si	6.8981	6.945	25.2347
Si	4.2327	9.5199	25.3095
Si	9.5262	9.6403	25.422
Si	2.7812	-0.002	26.6142
Si	8.2202	-0.0215	26.9239
Si	0.008	2.7631	26.9014
Si	5.4517	2.7266	26.6348
Si	2.7534	5.4328	26.8207
Si	8.2303	5.5139	26.6068
Si	0.0428	8.2058	26.6271
Si	5.55	8.1965	26.781
Si	4.11	1.3618	28.0524
Si	9.5884	1.3695	28.2088
Si	1.3858	4.1141	28.2056
Si	6.8356	4.1268	28.007
Si	4.1496	6.8201	28.1193
Si	9.5974	6.8458	28.0384
Si	1.3936	9.5853	28.03
Si	6.8473	9.5437	28.2078
Si	0.0471	-0.022	29.5076
Si	5.446	0.0101	29.4828
Si	2.7651	2.7064	29.5071
Si	8.1705	2.7688	29.4629
Si	-0.0152	5.5004	29.4881
Si	5.5043	5.4481	29.4854
Si	2.7491	8.2122	29.4327
Si	8.2495	8.1652	29.5123
Si	1.3918	1.3535	30.892
Si	6.8131	1.3846	30.8322
Si	4.1254	4.0873	30.8711
Si	9.5458	4.1209	30.8353
Si	1.3705	6.8648	30.8231
Si	6.8638	6.8055	30.8818
Si	4.0846	9.5764	30.8381
Si	9.6029	9.5512	30.8814
Si	2.7459	-0.0277	0.7177
Si	8.1775	0.0037	0.6549
Si	-0.0299	2.7498	0.6643
Si	5.4751	2.712	0.7107
Si	2.7126	5.4809	0.6558
Si	8.2154	5.4369	0.7274
Si	0.0317	8.1825	0.7128
Si	5.4636	8.2135	0.6606
Si	4.1116	1.3397	2.0795
Si	9.5232	1.3808	2.0266
Si	1.321	4.1339	2.042
Si	6.8458	4.0579	2.0869
Si	4.0726	6.8605	2.0228
Si	9.6008	6.8044	2.0749
Si	1.3784	9.5516	2.0914
Si	6.8232	9.5736	2.0569
Si	-0.0529	-0.0027	3.3613
Si	5.467	-0.0199	3.5
Si	2.6878	2.731	3.3551
Si	8.1886	2.6885	3.5128
Si	-0.0162	5.4613	3.5293
Si	5.4432	5.4747	3.3467
Si	2.7431	8.1924	3.5002
Si	8.2176	8.1872	3.387
Si	1.2813	1.3803	4.6762
Si	6.8355	1.3014	4.9364
Si	4.0488	4.1236	4.6487
Si	9.5316	4.0633	4.9182
Si	1.3551	6.8668	4.9175
Si	6.829	6.8073	4.689
Si	4.1039	9.5618	4.9131
Si	9.563	9.5703	4.754
Si	2.6059	0.0481	6.1054
Si	8.2231	-0.133	6.2884
Si	-0.0213	2.654	6.2209
Si	5.3687	2.7757	6.0764
Si	2.7472	5.4284	6.1637
Si	8.0881	5.4448	6.1911
Si	-0.0121	8.3021	6.2444
Si	5.5627	8.1495	6.1753
Si	3.4658	1.9461	7.1892
Si	10.0138	0.8371	7.4949
Si	1.7649	3.6621	7.3867
Si	6.2054	4.5277	7.3993
Si	4.6316	6.3109	7.2875
Si	9.1593	7.1926	7.3488
Si	0.8866	10.1641	7.5337
Si	7.4044	8.8907	7.5179
O	4.5614	6.6001	8.9122
O	1.4008	3.9773	8.9759
O	9.7481	6.5552	8.7601
O	1.3044	10.1156	9.154
O	6.0834	4.2173	9.0319
O	3.7167	1.6053	8.7679
O	7.1304	8.9723	9.1608
O	9.6456	1.0963	9.089
O	8.2943	2.533	22.6762
O	10.9886	5.5132	22.5963
O	5.65	0.073	22.6021
O	5.362	5.3697	22.6334
O	2.1439	2.774	22.4727
O	3.3154	7.7997	22.4858
O	8.4135	8.6926	22.4093
O	-0.1681	11.1994	22.7354
Si	2.1553	2.9519	12.9459
Si	8.694	1.319	10.3974
Si	1.0283	4.3614	15.4405
Si	7.5416	5.6046	12.2267
Si	2.3996	8.1476	21.181
Si	5.4039	7.8213	12.518
Si	9.3579	0.4865	15.5984
Si	2.7933	0.0596	16.6866
Si	10.4733	1.143	12.6437
Si	7.8108	2.8158	21.1465
Si	9.1623	8.8065	14.5267
Si	1.4742	4.7712	10.4095
Si	4.4397	9.4941	19.0969
Si	11.0617	6.0346	21.0409
Si	6.6542	10.4668	14.9333
Si	5.3973	0.7307	21.133
Si	2.3403	9.8098	10.3967
Si	0.4398	10.6051	21.363
Si	5.8739	5.2352	21.0971
Si	3.6348	7.0918	10.1405
Si	9.0676	5.6798	14.8642
Si	3.6435	4.1005	19.089
Si	10.101	3.5778	19.1746
Si	4.2082	8.7369	15.3964
B	0.4301	1.935	17.1208
Si	6.7726	7.5374	19.2302
Si	5.2581	3.669	16.7468
Si	7.7949	5.0191	17.5155
Si	6.6645	9.9334	10.4035
Si	4.382	1.0593	10.1218
Si	-0.0353	9.1039	11.9281
Si	9.1086	8.591	20.9109
Si	4.5699	1.6787	14.6258
Si	2.4501	2.0734	21.0212
Si	6.3361	3.3514	10.3969
Si	3.3897	5.9306	16.743
Si	9.8759	6.5429	10.3825
O	0.1816	2.5868	18.4386
O	2.8923	9.7167	15.5866
O	10.8768	4.7407	20.0858
O	7.5852	2.4151	9.9637
O	10.9188	5.3439	10.8177
O	6.5827	6.7543	12.8835
O	10.324	8.0608	10.8093
O	7.6778	9.4464	14.0773
O	8.4001	6.2256	10.9834
O	5.3302	10.4855	20.0388
O	2.1612	3.7398	11.4804
O	7.9512	8.5506	19.7619
O	6.1988	6.7245	20.5355
O	5.5124	2.7798	15.4048
O	1.325	0.8969	20.7052
O	6.0528	9.0718	11.6482
O	4.6313	5.0539	16.1458
O	6.5972	3.9226	17.65
O	10.5348	10.6794	11.7849
O	5.6325	0.5248	14.058
O	7.9767	5.1261	15.9136
O	9.7754	9.8175	15.6506
O	-0.4089	5.0851	15.1645
O	1.5522	6.8078	20.7703
O	1.4226	0.7467	17.1817
O	6.6188	1.7525	20.7766
O	1.0287	1.7623	12.8317
O	3.248	5.5323	18.3556
O	9.5362	2.015	11.6149
O	0.9646	2.9608	16.2005
O	8.5957	5.1696	13.3814
O	10.287	8.6236	13.3409
O	1.4443	9.3659	21.6899
O	10.0905	9.8924	20.5992
O	3.1794	0.2136	10.8756
O	5.0715	2.3756	10.8324
O	1.7248	4.1111	13.9772
O	7.9279	10.8703	10.8584
O	9.1538	4.4809	18.1891
O	5.6227	9.5156	15.8136
O	5.5385	-0.02	9.7621
O	3.6077	2.2866	13.4098
O	1.9466	5.5516	16.1088
O	9.712	0.9863	14.0558
O	4.3874	6.979	11.5612
O	4.7403	4.4795	20.2335
O	10.0673	1.4023	16.6747
O	6.663	4.3402	11.6546
O	5.5569	8.4075	18.5675
O	9.0984	2.7034	20.1695
O	3.6426	1.1682	15.8407
O	4.2175	3.1115	17.9037
O	9.9	7.1655	20.8389
O	3.336	8.6615	9.8098
O	3.8314	7.4605	16.3626
O	7.6972	0.4749	15.7812
O	8.9943	7.2969	15.0667
O	3.9467	1.4522	21.1574
O	1.5948	9.1388	11.699
O	2.3239	6.1471	10.2027
O	7.3549	6.4701	18.1448
O	7.2391	4.3456	21.0677
O	4.5337	8.2883	13.8245
O	3.3239	8.6448	19.952
O	2.4925	3.248	19.885
O	3.6592	10.3736	17.9761

Results
free energy: -130698.632 eV
free energy less fixed offsets of B -154.04, O -568.88, Si -635.61 eV per atom: 4.088 eV

Forces (eV/angstrom), in the order of the atoms: element, x, y, z
Si	-0.0052	0.0017	0.0074
Si	-0.0027	-0.0351	0.0065
Si	-0.0021	0.0287	0.0025
Si	0.0053	-0.0046	0.0161
Si	0.0083	-0.013	0.0176
Si	-0.0123	-0.0019	0.0001
Si	0.0063	0.0105	0.0076
Si	-0.0247	0.0221	0.0106
Si	-0.0193	-0.0092	-0.0075
Si	0.0132	0.0012	-0.0085
Si	0.002	-0.0001	-0.0042
Si	0.003	-0.0076	-0.0077
Si	0.0012	-0.0083	-0.0144
Si	0.0009	-0.0039	0.0015
Si	0.0081	-0.0024	-0.0148
Si	0.0045	0.0061	-0.0098
Si	0.0061	-0.0076	0.0536
Si	-0.0015	0.0042	-0.1607
Si	0.0047	0.0152	-0.1594
Si	0.0012	0.0017	0.048
Si	-0.0003	0.0014	-0.1086
Si	-0.0064	-0.0062	0.049
Si	-0.0084	-0.0116	0.0517
Si	-0.0075	0.002	-0.0885
Si	0.0018	-0.0128	-0.0217
Si	0.0082	-0.0016	0.2071
Si	0.0193	0.026	0.1995
Si	-0.0011	0.0166	-0.0581
Si	0.0474	-0.0035	0.0934
Si	0.0135	0.0009	-0.0282
Si	0.0147	0.0044	-0.0526
Si	-0.0362	-0.0492	0.1935
Si	-0.0117	0.0133	-0.0098
Si	-0.0016	0.0056	-0.0362
Si	-0.0022	0.003	-0.0305
Si	0.0089	-0.0072	-0.0061
Si	-0.0023	0.0015	-0.0358
Si	-0.0069	0.0069	-0.0035
Si	-0.0199	0.0158	0.0102
Si	-0.0054	0.0133	-0.0274
Si	-0.0084	0.0175	0.0011
Si	0.0062	-0.0271	0.004
Si	-0.0128	0.0062	0.0035
Si	0.0219	-0.0082	0.003
Si	0.0062	-0.0187	0.0036
Si	-0.0031	0.0118	-0.0001
Si	0.0246	-0.0035	0.0009
Si	-0.0205	0.0006	0.0007
Si	-0.0142	0.0017	-0.0058
Si	0.0175	0.0111	0.0055
Si	-0.0026	-0.0135	0.0051
Si	-0.0047	0.0168	-0.0067
Si	0.0142	-0.0019	0.0078
Si	-0.0128	0.0089	-0.0093
Si	-0.0047	0.0112	-0.0075
Si	-0.0055	-0.0163	0.0087
Si	0.0018	0.0013	0.0193
Si	0.015	-0.0228	0.0306
Si	0.0137	-0.0135	0.003
Si	-0.0096	0.0032	0.0316
Si	0.0233	-0.0115	0.0289
Si	-0.0087	0.0082	0.012
Si	0.0107	-0.0025	0.0275
Si	-0.0068	0.0029	-0.0068
Si	-0.0707	0.0014	-0.1723
Si	0.0002	-0.0049	0.039
Si	-0.0283	-0.0104	-0.2044
Si	0.0046	-0.0276	0.0248
Si	-0.0046	0.0043	0.0547
Si	-0.0111	0.0414	-0.2123
Si	0.0088	-0.0053	0.0217
Si	0.0339	0.0091	-0.1156
Si	0.0115	-0.0153	0.1348
Si	0.0123	0.0117	-0.0632
Si	0.0239	0.0064	0.1517
Si	-0.0008	0.0134	-0.0545
Si	-0.0105	0.0068	-0.0561
Si	-0.0058	-0.0073	0.1241
Si	-0.0074	-0.0046	-0.062
Si	0.0102	0.0035	0.0772
Si	0.0052	0.0318	0.039
Si	-0.0041	-0.0031	0.0079
Si	-0.0085	-0.0022	0.0091
Si	-0.028	-0.003	0.0321
Si	0.0031	0.0055	0.0039
Si	0.0014	0.0174	0.0236
Si	-0.0131	-0.0024	0.0206
Si	0.0027	-0.0083	0.014
Si	0.0257	-0.0226	-0.0305
Si	0.0098	-0.0047	0.0064
Si	0.005	-0.0021	0.0038
Si	0.0007	-0.0009	-0.0232
Si	0.0076	0.0011	-0.005
Si	0.0011	0.0075	-0.0143
Si	-0.007	-0.0049	-0.0259
Si	0.018	-0.0098	-0.0172
O	-0.0088	0.0062	0.0065
O	-0.0077	0.0106	-0.0039
O	0.0042	-0.0078	0.0105
O	0.0113	-0.0003	0.0179
O	0.003	-0.0129	0.0188
O	0.0153	-0.0061	0.0488
O	-0.006	0.0124	0.0228
O	-0.0057	0.0049	-0.0055
O	-0.0077	0.0073	-0.0027
O	-0.0054	0.0104	-0.0033
O	-0.0035	0.0188	0.0047
O	0.0078	-0.0035	0.0052
O	0.0036	-0.0165	-0.0029
O	-0.0068	0.0016	-0.0047
O	0.0151	-0.0063	-0.0009
O	0.0123	-0.0076	-0.0036
Si	0.0003	-0.0047	0.0138
Si	-0.0142	-0.0011	0.0208
Si	-0.0035	0.0215	-0.0051
Si	-0.0074	0.006	0.0195
Si	-0.0001	-0.0054	-0.0226
Si	0.0034	-0.002	0.0214
Si	-0.0059	-0.0001	0.0018
Si	0.0131	-0.0074	-0.0035
Si	0.0034	-0.0058	0.0131
Si	-0.0138	-0.0077	-0.025
Si	-0.0078	-0.0026	0.0011
Si	-0.0041	-0.0021	0.0193
Si	0.001	0.0012	-0.0156
Si	0.0023	0.0158	-0.0191
Si	0.0054	-0.0042	0.011
Si	0.0052	-0.0037	-0.0273
Si	-0.0005	0.0124	0.0217
Si	-0.0045	-0.0031	-0.0307
Si	0.0013	0.0067	-0.0297
Si	0.0003	-0.0065	0.0242
Si	-0.0085	0.0009	0.0098
Si	0.0084	0.0025	-0.0195
Si	-0.0339	0.0345	0.009
Si	0.0057	0.0002	0.0044
B	0.0134	-0.0369	-0.0365
Si	0.0039	0.0029	-0.0205
Si	-0.0004	0.0046	-0.0036
Si	-0.0098	0.0069	-0.0096
Si	-0.0149	0.0032	0.0116
Si	-0.0052	0.0067	0.0013
Si	0.0019	0.0011	0.0255
Si	0.0027	0.0017	-0.0243
Si	-0.0022	-0.0007	0.0105
Si	-0.0008	-0.0113	-0.0158
Si	0.0084	0.0018	0.0152
Si	0.0098	0.0002	0.0004
Si	0.0001	-0.0058	0.0179
O	0.0137	-0.0073	0.001
O	-0.0049	-0.0066	-0.009
O	-0.0054	-0.0265	-0.0006
O	0.0042	0.0068	-0.0014
O	0.0005	-0.0018	-0.0182
O	0.0032	-0.0007	-0.0171
O	0.0042	0.0085	-0.0154
O	0.0025	-0.0002	-0.0067
O	-0.0113	-0.0083	-0.0083
O	-0.0059	-0.0104	0.0078
O	0.004	-0.0092	-0.0038
O	-0.0107	-0.0043	0.0081
O	0.0001	0.0023	0.0132
O	-0.0012	0.0014	-0.0037
O	0.005	0.0065	0.0172
O	-0.0077	-0.0033	-0.0168
O	0.0013	-0.0034	-0.0034
O	0.0005	0.0007	0.0046
O	-0.0037	0.0061	-0.012
O	-0.0023	0.0026	-0.0062
O	0.0011	-0.0016	0.0008
O	0.0086	0.0043	0.0085
O	0.0079	-0.0039	-0.0006
O	-0.0007	-0.0054	0.0168
O	0.0024	0.0078	0.003
O	0.0062	0.0076	0.0193
O	-0.0028	0.0009	-0.009
O	-0.004	0.0019	0.008
O	0.0045	0.002	-0.0128
O	-0.0068	-0.0039	0.0154
O	0.001	0.0011	-0.0097
O	-0.0088	0.0019	0.0005
O	-0.0006	0.004	0.0159
O	-0.0038	-0.0007	0.0193
O	-0.005	-0.0007	-0.0125
O	-0.0032	-0.004	-0.0171
O	-0.0039	-0.0052	0
O	-0.0026	0.0051	-0.0198
O	0.0084	-0.0088	0.0081
O	-0.0037	0.0012	0.0031
O	0.009	-0.0012	-0.0162
O	-0.0051	0.0041	-0.0119
O	-0.0075	-0.0103	-0.0023
O	0.0005	0.0026	0.0031
O	0.0074	0.0008	-0.012
O	-0.0096	-0.0057	0.0105
O	-0.0029	0	0.0043
O	0.005	0.0073	-0.0146
O	-0.0029	-0.0002	0.0097
O	0.0224	0.0075	-0.0019
O	-0.0066	0.0041	0.0069
O	-0.0008	-0.0024	0.0055
O	0.0029	-0.0068	0.0168
O	-0.0003	-0.0013	-0.013
O	-0.0031	0.0013	-0.0039
O	-0.0005	0.0048	0.0004
O	0.0022	0.001	-0.0015
O	-0.0034	0.0044	0.0171
O	-0.0054	-0.0003	-0.0149
O	0.0054	-0.0003	-0.015
O	0.0032	-0.0094	0.0057
O	0.0045	-0.0083	0.0156
O	-0.0021	0.0009	-0.0071
O	0.0119	0.0044	0.0059
O	-0.0062	0.0082	0.0034
O	-0.0068	0.0068	0.0048

The program warned: the cutoff lies below the one the program advises for these potential files; the exchange-correlation potential is rough where the density is thin.
